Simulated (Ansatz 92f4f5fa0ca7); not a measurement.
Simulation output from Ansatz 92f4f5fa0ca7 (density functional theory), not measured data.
Periodic cell of 140 atoms, Si84O56, from a study of silicon, its oxide and their interface. The atomic structure is a simulated model.

Settings
functional: r2SCAN
potential files: Ansatz norm-conserving
basis: plane waves
wave-function cutoff: 1300 eV
density cutoff ratio: 4
exchange-correlation grid ratio: 1
k mesh: 2 x 2 x 1, shifted by 0.5 0.5 0.5 of a step
self-consistency stop: 5e-08 eV per atom in the density residual
occupations: Fermi-Dirac, 0.05 eV
spin: none
net charge: 0

Cell vectors (angstrom)
a, 10.88, 0, 0
b, 0, 10.88, 0
c, 0, 0, 20.3145

Atoms and the computed forces on them: element, x, y, z (angstrom), force x, y, z (eV/angstrom)
Si, -0.0246, 0.0338, -0.7274, -1.1247, 1.4963, 0.9378
Si, 3.5884, 4.5837, 0.6125, 1.7422, 1.4736, -2.2085
Si, 0.5706, 5.4561, -0.1273, 2.2262, -0.8891, 1.5413
Si, 3.1704, 8.2611, 0.1201, -0.4955, 1.0559, -0.5354
Si, 5.2836, 2.2926, -1.804, 2.0038, -0.0902, 0.0592
Si, 6.8369, -0.3592, 0.6818, -0.3639, 0.0049, -1.5425
Si, 4.2914, 6.3895, -1.0198, -0.4393, 0.029, 0.5159
Si, 6.5921, 6.8963, -1.0156, 1.6056, 0.6711, 0.9193
Si, 1.8598, 1.331, 1.4521, -3.544, -1.2039, 1.3261
Si, 4.5526, 2.5612, 0.5569, 1.1825, 0.3211, -0.9367
Si, 1.4187, 7.2385, 1.4052, -1.044, -0.8309, -0.6388
Si, 4.0124, 9.7025, 1.7717, 3.7723, -1.7669, -2.654
Si, 7.0457, 0.5681, -1.8154, -2.1964, -1.1791, -0.3118
Si, 9.96, 4.3032, 1.2614, 2.2438, -2.3947, -0.6882
Si, 7.158, 7.847, 1.2747, -0.2635, -2.0263, -1.2912
Si, 8.9146, 9.3998, 1.5041, 0.8557, 0.5165, -0.5642
Si, 0.3456, 2.7022, 2.6884, -1.9552, -0.0558, -1.211
Si, 2.7022, -0.0679, 3.0186, -1.5919, 0.8758, 0.7579
Si, -0.229, 8.2949, 2.8189, 0.9076, 0.8885, 0.5568
Si, 2.3434, 5.6291, 2.9393, 2.0837, 1.4693, 0.9286
Si, 5.8006, 2.4292, 2.6986, 0.729, -0.6092, -0.3942
Si, 7.7251, 0.5241, 2.8814, 0.0693, -0.15, -0.7527
Si, 5.4873, 8.1279, 2.7966, -0.8108, 1.1339, 0.8229
Si, 8.3814, 5.8132, 3.2707, -2.6397, -0.8076, -2.6603
Si, 1.0527, 4.1923, 4.2819, 1.9998, -1.1231, -0.9671
Si, 4.0615, 1.4318, 3.9991, 1.3048, 0.4624, 0.7592
Si, 1.3847, 9.4768, 4.2474, -0.3542, -2.2399, 0.2539
Si, 4.1413, 6.7527, 4.3403, -1.6349, -0.3672, -1.3556
Si, 6.9156, 4.1005, 4.0432, -1.1322, 0.2962, 0.1313
Si, 9.6256, 1.3719, 3.9486, 0.9579, 0.8133, 0.4344
Si, 6.961, 9.519, 4.0851, -1.4745, -0.0924, -0.1875
Si, 9.4623, 7.1714, 4.6254, 0.9771, 0.8767, -0.1594
Si, 0.1474, -0.0438, 5.5287, -1.9886, 1.2868, -0.1012
Si, 2.8121, 2.8657, 5.3376, -1.3239, 0.6278, 1.2799
Si, -0.223, 5.4482, 5.6062, -0.3419, 0.7183, 1.4408
Si, 2.643, 7.863, 5.6983, 0.425, 1.2909, -0.3135
Si, 5.3701, -0.0843, 5.2304, 1.1489, -0.222, 1.6234
Si, 8.1833, 2.8109, 5.3446, 1.0984, -1.5289, -0.1352
Si, 5.208, 5.1609, 5.5856, 1.4326, 0.3664, -0.7068
Si, 8.0047, 8.4292, 5.8701, -0.1279, -0.8865, 0.0079
Si, 1.635, 1.2575, 6.7603, 0.1533, -0.3754, -0.7211
Si, 4.0589, 3.9058, 7.1547, -1.0171, 0.2742, -1.3133
Si, 1.2428, 6.5484, 7.0894, 0.3077, 0.969, 0.3379
Si, 4.3021, 9.2384, 6.7317, -1.0825, 0.8776, -0.7269
Si, 7.3533, 0.9638, 6.4886, -1.2411, 0.2697, 0.1463
Si, 9.2536, 4.1303, 6.9074, 0.865, -0.5641, -0.1992
Si, 6.5994, 6.5145, 6.9234, -1.2143, 3.5778, -1.3809
Si, 9.0228, 10.3215, 6.7845, 0.8872, -0.5466, -0.618
Si, 0.5283, 2.2599, 8.466, 0.0721, 1.2573, 1.2643
Si, 2.8795, -0.3414, 7.972, 0.0652, -0.7544, 0.1371
Si, 0.1768, 7.9989, 8.839, 0.586, -2.1086, 1.2373
Si, 2.7632, 5.622, 8.6925, 0.1857, -0.4661, -2.5508
Si, 6.9623, 1.8958, 8.5937, 3.6959, 1.3094, -0.3508
Si, 9.4884, -1.1848, 8.9044, -0.8122, 0.8052, 1.0901
Si, 5.5134, 8.255, 8.3811, 1.0723, -0.2421, -0.562
Si, 7.4711, 4.918, 8.0155, 0.6792, -2.3208, 3.4531
Si, 1.7162, 4.0352, 9.8265, -4.271, -1.0475, -0.1101
Si, 4.2315, 1.325, 8.6352, 1.2348, -0.2201, 0.6993
Si, 1.8408, 9.1858, 9.9373, 2.1979, -0.3072, -2.0997
Si, 4.0782, 7.17, 9.7817, -1.9199, 1.7684, 0.1385
Si, 7.6254, 6.0275, 10.2188, 0.358, 0.0509, 0.0554
Si, 10.8478, 0.4236, 10.1464, 0.0236, -0.6507, 1.8037
Si, 7.1837, 9.2831, 9.86, 1.034, -2.717, 0.2977
Si, 10.0808, 5.6099, 10.7241, -0.933, 1.9876, 1.8691
Si, 7.1897, -2.2576, 14.9056, -0.0037, 0.3321, -3.4287
Si, 5.7924, -1.3814, 16.3664, -1.2894, -0.2303, 0.9402
Si, -2.2933, 7.3726, 16.9646, -0.8928, -0.0871, 2.2251
Si, 6.7699, 10.7479, 12.5875, -1.5244, 2.9632, -0.0235
Si, 8.6904, 1.8237, 11.3873, 0.1526, -0.9587, -0.8261
Si, 10.1009, 3.5521, 15.9395, 0.9914, -0.0719, -0.6743
Si, 15.1758, 1.6589, 13.4552, 1.0003, 3.6923, 0.5
Si, 13.0727, 7.2045, 17.3377, 1.3021, -1.5904, -0.1243
Si, 5.1349, 5.5732, 10.9033, 2.7148, -1.0299, 2.4258
Si, 0.4406, 5.8588, 17.9316, -2.6816, -0.9631, -1.9511
Si, -1.2817, 4.2037, 13.1862, -0.7975, 1.7883, -3.3312
Si, 5.333, 3.6877, 15.6572, 1.8445, -3.0598, -2.8783
Si, 5.0297, -4.4708, 14.0722, 1.949, -0.3391, 0.6644
Si, 3.6101, -2.9873, 15.0995, -0.0544, 0.1858, 0.1819
Si, 3.4823, 13.925, 10.8571, -0.6929, -0.3993, -1.349
Si, 2.1228, 9.4633, 18.1012, -1.6471, 0.6281, -0.743
Si, 9.0826, 1.8714, 17.7957, 1.0324, -1.2865, 1.584
Si, 3.4839, -0.1617, 15.3921, -1.1107, -2.8881, 0.0695
Si, 7.8426, 3.9678, 19.5042, -1.3335, 0.054, 2.9459
Si, 8.1651, 4.5405, 15.4312, 0.429, 2.5262, 2.4929
O, -10.4856, -0.9469, -1.8953, 3.5333, -1.4977, -0.998
O, -2.7272, 6.0191, -4.0333, -1.4362, -2.2282, -1.3967
O, 13.4216, 10.4881, -3.5919, -0.4935, -0.7643, 1.2157
O, 14.0034, 2.1779, 1.2428, 1.5394, 0.4638, -0.8607
O, -3.4703, -1.1066, -6.6606, -0.1753, -1.5143, 1.7505
O, -4.5319, 3.3831, -0.9934, -0.8173, -1.3728, -0.3063
O, 1.2801, 11.4895, 0.1214, -0.9459, -0.4685, -0.4357
O, 5.2009, 10.702, 0.8682, -1.3262, -0.4784, 1.0985
O, 7.4267, -5.4074, -0.9078, 0.7542, 2.2371, -0.3103
O, 9.5823, -5.389, 2.197, -0.0945, 1.1804, 2.1218
O, 8.6671, 3.6147, 0.62, -2.312, -0.1177, -1.7376
O, 14.2021, 9.2859, -5.9811, -0.1371, 2.1168, 1.3416
O, 3.675, 4.9018, 2.1882, -0.8438, -0.1346, 0.2813
O, 7.2522, -4.6753, 2.0779, 0.5112, 1.5666, 0.4931
O, 9.9416, 1.9519, -3.9336, -0.8705, 1.1429, 0.7452
O, 14.1392, 12.5052, -10.3425, 1.956, 2.161, -0.7737
O, 0.1231, 6.8759, 10.1671, -1.3012, 0.6288, -0.7353
O, 4.7945, 3.9949, 10.5268, -0.4239, 0.2824, 0.3046
O, -0.7637, 3.1012, 7.8385, 0.6648, -0.7268, 0.4665
O, 8.7709, 3.3886, 18.4154, 1.3623, -1.4048, -3.0107
O, 5.2495, 11.4755, 12.8586, 2.4564, -2.9385, -0.9257
O, 1.3681, 10.4115, 10.8203, -2.5279, 1.8875, 0.2506
O, 4.5347, -2.4395, 16.3934, -0.4198, -1.5386, 0.3021
O, 2.99, 8.1971, 10.6362, 0.2727, -0.082, -0.8085
O, 7.6982, 7.7013, 10.4194, -0.811, 0.4923, -0.6661
O, 4.733, 2.3929, 7.3506, -1.8906, -0.6897, 1.9998
O, 16.0855, -8.2042, 14.3594, -1.5717, 0.477, -0.4004
O, 17.8567, 3.5143, 15.6, -0.4783, 1.1654, 1.5336
O, 10.9109, 4.3673, 10.2801, 3.4429, -2.1201, -1.8326
O, 3.5274, 13.4227, 12.3109, 0.2812, -1.0588, 3.0015
O, 17.4769, 14.3283, 8.3909, 1.4223, 3.7074, -0.674
O, 3.2463, 1.1173, 14.4967, -2.2706, -0.6866, 0.4624
O, 10.4779, 3.5368, 14.2856, 1.8381, -1.0513, 2.2664
O, 11.1186, 4.3249, 16.9769, 0.1476, 2.0781, 0.5449
O, -6.039, 5.1487, 15.3153, 0.4057, 2.4867, -1.7842
O, 8.342, 4.9966, 13.9118, 0.0682, -1.1844, -1.3281
O, 5.7744, 23.0381, 9.3444, -4.2483, -2.1703, 1.2041
O, 10.2238, 5.4539, 12.3676, 0.4165, 0.7702, -0.1289
O, 9.9269, 0.7585, 11.5746, 1.6351, -0.4217, -3.2406
O, 10.2039, 1.3785, 18.9092, -0.2677, -0.7886, 0.229
O, 8.184, 12.8037, 9.7538, 0.5474, -0.4951, 2.1325
O, 7.727, 1.2164, 12.5355, -1.3278, -0.5299, -0.8028
O, 4.8533, -5.0498, 12.5599, 0.1467, -0.2457, -0.1584
O, 6.6047, -3.605, 14.0462, -1.6739, -0.1666, 1.453
O, 13.1542, 7.1283, 15.7044, 0.9783, 0.7973, -0.7738
O, 15.8723, -0.0803, 15.9174, -0.1873, 1.7113, -1.4918
O, 7.3143, 7.7988, 18.1023, 1.9667, -1.7, -1.3528
O, 8.5335, 8.5997, 15.8432, 0.6751, -1.5486, 0.2487
O, -4.5962, -0.8763, 17.7793, 2.2041, 2.277, 2.1581
O, 3.572, 6.194, 17.7821, -1.3218, 1.481, 1.0532
O, -0.9056, 6.9439, 17.7116, 0.862, -0.1637, -0.0142
O, 4.9045, 2.866, 16.9398, -0.9055, -0.0437, 3.233
O, 6.5357, -0.8277, 11.1533, 0.7162, -0.5585, -0.7215
O, 9.352, 3.1689, 11.9148, -1.2881, 1.2176, 1.3539
O, 12.9679, 4.4913, 20.4101, -2.9224, 0.5413, -0.8778
O, 9.7033, 10.1378, 20.4982, 0.2473, -0.2825, 0.722

Results
free energy: -35847.772 eV
free energy less fixed offsets of O -463.61, Si -117.95 eV per atom: 22.188 eV
pressure: -0.63 GPa
stress xx, yy, zz, yz, xz, xy (GPa, positive in tension): 0.33, 0.19, 1.37, -0.85, 0.77, 0.85
